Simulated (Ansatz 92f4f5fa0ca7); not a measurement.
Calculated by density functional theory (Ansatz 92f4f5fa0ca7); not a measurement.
Periodic cell of 186 atoms, Si104O82, from a study of silicon, its oxide and their interface. The atomic structure is a simulated model.

Settings
functional: PBE
potential files: Ansatz PAW
basis: plane waves
wave-function cutoff: 700 eV
density cutoff ratio: 5
exchange-correlation grid ratio: 2
k mesh: 2 x 2 x 1, shifted by 0.5 0.5 0.5 of a step
self-consistency stop: 5e-08 eV per atom in the density residual
occupations: Fermi-Dirac, 0.05 eV
spin: none
net charge: 0

Cell vectors (angstrom)
a  11.5711  -0.0557  0.1187
b  -0.0513  11.4799  -0.1253
c  -2.1117  0.0867  23.4718

Atoms: element, x, y, z (angstrom)
Si  -0.8825  -0.5766  0.7874
Si  -0.8746  2.4864  0.2277
Si  -1.0016  7.7921  0.1993
Si  3.1207  -0.214  0.5888
Si  3.2246  2.8973  0.5897
Si  3.1485  7.3641  0.0688
Si  6.98  -0.5857  0.9408
Si  6.9704  2.4567  0.2564
Si  7.0056  7.7595  0.6737
Si  1.1042  -0.6591  1.9291
Si  1.0072  3.2904  1.559
Si  1.0763  7.3199  1.3926
Si  4.8951  -0.6084  1.919
Si  5.1307  3.1806  1.7624
Si  5.0007  7.1632  1.6407
Si  8.8667  -0.5984  2.228
Si  8.8041  3.0377  1.6651
Si  8.8724  7.2783  1.989
Si  1.1542  1.3223  3.0901
Si  0.976  5.2425  2.8863
Si  1.0623  8.8677  3.0716
Si  4.9335  1.4082  3.185
Si  5.0652  5.1183  3.0111
Si  4.8868  8.8257  3.1468
Si  8.7963  1.3882  3.3864
Si  8.8403  5.1701  3.0081
Si  8.773  8.9474  3.4366
Si  -0.8825  1.3547  4.5832
Si  -0.8349  5.2067  4.2802
Si  -0.7995  8.9187  4.5135
Si  2.9639  1.2891  4.4856
Si  3.0428  5.2321  4.2964
Si  3.0128  8.9182  4.5587
Si  6.7708  1.335  4.6467
Si  6.9166  5.1164  4.3353
Si  6.6779  9.0253  4.4902
Si  -0.8461  -0.6051  5.901
Si  -0.8897  3.3658  5.7332
Si  -0.9153  7.0693  5.8585
Si  2.9404  -0.6373  5.8807
Si  3.0287  3.3717  5.8294
Si  3.0085  7.0014  5.848
Si  6.6831  -0.5702  5.9387
Si  6.7738  3.3097  5.8795
Si  6.8532  6.9816  5.843
Si  1.0689  -0.6036  7.309
Si  0.9979  3.3478  7.0574
Si  0.9041  6.9115  7.2394
Si  4.8442  -0.6708  7.3886
Si  4.7536  3.2816  7.2989
Si  4.9348  7.173  7.1904
Si  8.6671  -0.6207  7.3914
Si  8.678  3.2536  7.2332
Si  8.6816  7.1485  7.2711
Si  0.8689  1.3598  8.3469
Si  0.9945  4.9859  8.8097
Si  1.0456  8.7663  8.6177
Si  4.6861  1.3804  8.624
Si  4.8812  5.2344  8.4847
Si  4.907  8.8492  8.6673
Si  8.6534  1.3376  8.4778
Si  8.6604  5.1402  8.5625
Si  8.5597  9.0558  8.6129
Si  -1.128  0.9442  9.6458
Si  -0.9186  4.911  9.9632
Si  -1.0718  9.2964  9.8946
Si  2.468  1.3421  9.8188
Si  3.0606  5.467  9.9123
Si  3.012  8.5536  9.9646
Si  6.6495  1.673  9.8673
Si  6.7537  4.8457  9.9124
Si  6.7389  8.9679  10.3394
Si  6.659  0.1095  12.4894
Si  4.5233  1.5283  14.0349
Si  2.6438  5.6459  19.8212
Si  10.8868  10.8686  15.2665
Si  -0.2076  3.8786  16.6224
Si  2.127  10.3966  11.665
Si  -1.2237  2.4762  12.0119
Si  7.3176  6.5009  12.3688
Si  -0.049  8.3784  19.5529
Si  1.2472  6.5545  17.3426
Si  -0.6264  8.9769  12.702
Si  6.7209  10.8836  18.3249
Si  6.2572  2.5865  18.4024
Si  2.2634  11.2505  14.5241
Si  5.2702  4.1615  20.9646
Si  2.9732  8.1976  15.3815
Si  11.1629  13.4029  19.13
Si  -1.1614  6.2394  12.588
Si  2.7927  3.2785  12.0322
Si  12.0044  3.7961  13.7872
Si  8.6421  1.2549  14.2954
Si  -1.7034  3.1748  21.3186
Si  6.4226  6.7186  21.8088
Si  5.6817  3.835  15.7821
Si  5.3404  8.9056  20.06
Si  5.3183  6.6181  14.9066
Si  2.4142  8.5148  20.9517
Si  11.6313  5.6818  21.2933
Si  5.2915  8.5931  17.1732
Si  8.351  3.1523  16.441
Si  0.7147  13.1365  21.6126
Si  9.8546  10.5889  18.1431
O  12.2052  6.01  22.8149
O  -3.0659  3.2215  22.2244
O  -0.9081  2.0881  22.0556
O  -0.9996  9.3737  -0.3361
O  10.5808  11.9696  18.5971
O  12.4244  11.4078  15.3888
O  3.8204  8.8887  16.7528
O  9.9135  14.239  19.8048
O  5.928  7.4557  16.2039
O  2.241  11.4169  12.8864
O  11.8079  2.7535  17.9247
O  3.0619  1.3662  1.0911
O  6.2889  8.051  20.8772
O  5.1593  8.1074  18.7678
O  6.2915  5.3918  21.0129
O  3.8749  4.6789  20.1079
O  7.0178  0.8985  0.0267
O  6.0646  10.0568  17.1041
O  -0.8074  6.0842  11.0351
O  8.2698  10.8804  18.2551
O  10.9178  4.922  13.5569
O  4.832  5.1195  15.341
O  -2.7471  6.3854  12.7359
O  2.2459  11.2484  10.3204
O  3.5968  4.5568  11.2437
O  -0.903  10.8338  9.4876
O  -1.1885  1.0926  11.3262
O  10.0762  12.0485  14.6356
O  8.0171  1.8085  15.6667
O  10.6195  9.7558  14.1076
O  3.228  9.2894  11.3505
O  -1.5865  9.0827  11.4491
O  7.0752  7.6138  11.2025
O  5.3763  2.5538  14.9832
O  7.1934  4.2066  15.7879
O  0.7789  9.6284  11.8733
O  -0.4052  7.4829  13.1211
O  1.8944  4.1857  13.0712
O  5.3467  0.2361  13.4196
O  3.8733  2.4206  12.9291
O  6.776  5.1824  11.6038
O  6.5637  3.2429  9.9923
O  1.2794  9.1284  19.9564
O  10.3848  10.2697  16.6281
O  2.8263  7.0693  20.6283
O  -1.4916  3.6528  10.9335
O  5.2211  3.321  17.4023
O  -1.6936  3.8509  16.3366
O  7.9239  0.0353  13.5422
O  0.2659  5.3442  17.0162
O  7.9857  6.8436  22.57
O  7.7949  2.9206  18.0207
O  2.448  9.5262  14.6144
O  1.181  5.1091  20.2297
O  0.3492  7.6755  18.0671
O  3.9227  7.3678  14.5475
O  6.8782  1.1296  11.4527
O  7.0325  3.3278  -1.0898
O  -1.0967  4.7886  21.409
O  6.0884  10.3371  19.6872
O  6.6724  -1.3832  11.6915
O  6.4651  6.6876  13.6569
O  2.9048  6.8588  10.5388
O  3.3789  0.6575  15.1874
O  5.9557  3.0075  19.9562
O  12.2058  3.423  15.4316
O  2.1385  2.4448  10.9625
O  -0.8916  0.8069  -0.1234
O  3.7935  9.2285  20.6879
O  3.6879  2.6925  -1.0594
O  6.1498  12.4637  18.1886
O  7.2556  6.7406  -0.5653
O  1.7077  7.2626  15.9516
O  0.0312  2.6088  12.9152
O  2.5877  5.9563  18.1787
O  7.0847  9.5115  0.0285
O  3.9312  8.5049  -0.9762
O  1.0204  11.5991  22.236
O  11.0803  7.1661  20.6938
O  -2.5616  2.4619  13.126
O  10.326  9.3924  19.2378
O  12.4038  13.1484  20.0552

Results
free energy: -112745.934 eV
free energy less fixed offsets of O -569.03, Si -635.61 eV per atom: 17.966 eV
pressure: 3.98 GPa
stress xx, yy, zz, yz, xz, xy (GPa, positive in tension): -4, -5.21, -2.74, -2.99, -2.11, -0.71

Forces (eV/angstrom), in the order of the atoms: element, x, y, z
Si  0.3084  -1.7012  -1.7002
Si  -0.1005  -1.1661  1.5337
Si  0.0595  0.602  0.8888
Si  -1.1735  0.2088  -0.932
Si  -0.4667  1.1935  0.0022
Si  0.8986  -0.0593  -0.0898
Si  -0.2583  1.6439  -0.0535
Si  -0.0742  2.1086  2.297
Si  0.4286  2.1797  -0.1781
Si  0.5839  -0.4726  -0.594
Si  0.3193  -0.6501  -0.0713
Si  -0.1967  -0.6818  -0.4232
Si  1.0504  -0.7916  1.1987
Si  1.0457  0.5328  -0.7668
Si  -0.7413  -1.2632  -0.3688
Si  -0.3441  -0.1364  0.7916
Si  0.1518  0.2574  0.304
Si  0.1634  -0.2635  -1.1203
Si  -1.3977  1.0621  0.3187
Si  1.2611  0.5389  -0.7909
Si  0.527  0.6615  0.7925
Si  -0.2198  -1.0287  0.7034
Si  -0.4757  0.9333  -0.6163
Si  -1.0017  1.5521  -0.3003
Si  -0.3347  0.0825  0.0004
Si  0.074  -0.7816  -0.6223
Si  -0.0542  1.0816  0.6348
Si  1.0833  -0.0778  -0.5921
Si  -0.7919  0.4139  0.8218
Si  -0.205  0.5927  -0.1451
Si  0.75  0.9096  0.9108
Si  -0.2445  -0.5244  -0.1033
Si  -0.78  -0.4944  -1.0991
Si  0.211  0.3578  -0.4944
Si  0.1487  0.2662  1.2141
Si  1.2885  -1.043  0.968
Si  -0.2635  0.0643  0.7052
Si  -0.4716  -0.1066  0.2643
Si  -0.3596  -0.6021  -0.4067
Si  0.3314  0.6648  0.7726
Si  -1.1126  -0.7247  -1.1841
Si  -0.8179  0.0414  0.5377
Si  0.7526  -0.1578  1.0094
Si  -0.5386  -0.2482  0.2312
Si  -0.3297  0.8358  -0.7598
Si  -0.1689  -1.9147  -0.4831
Si  0.3918  -0.0243  0.82
Si  1.2942  -0.5446  0.434
Si  -0.5249  0.4097  -0.0077
Si  1.2767  0.1387  -0.7023
Si  0.3105  -1.6549  -0.8382
Si  -0.0402  -0.2726  -2.3278
Si  0.5915  0.5412  -0.9563
Si  -0.0788  -0.6631  0.0833
Si  -1.4135  1.604  -0.632
Si  1.2305  -0.099  -1.5744
Si  -0.6403  1.1064  0.5081
Si  -0.8218  -1.0082  0.8376
Si  -0.0077  0.7402  0.6788
Si  0.2925  1.2996  1.1125
Si  -1.4813  0.5222  1.1765
Si  1.0865  0.5862  1.1265
Si  -0.147  -0.9626  1.7996
Si  1.2234  0.0275  0.4985
Si  -2.496  -0.9777  -1.1854
Si  -0.0027  -1.4257  -1.7344
Si  1.6861  -2.0616  -0.2624
Si  0.9308  -3.9559  -0.2939
Si  -0.4981  -3.5463  -1.6225
Si  0.7621  -1.3135  -0.1638
Si  -0.2603  0.74  1.3867
Si  0.5235  0.4452  -0.0105
Si  0.3459  -7.0436  3.463
Si  -0.6312  -2.1519  3.3215
Si  0.6543  1.3435  -1.7394
Si  1.1789  0.0257  -1.4822
Si  5.085  -1.0678  1.7275
Si  -0.3667  0.9524  0.9709
Si  -4.4598  1.4191  1.5542
Si  -0.3706  -0.4375  -2.0242
Si  -1.5852  -0.1318  -3.9701
Si  0.9997  0.3046  0.1251
Si  3.4389  2.8015  -0.8381
Si  -3.237  2.9384  -0.2864
Si  -0.4933  -0.6413  0.9594
Si  -3.8718  -6.2036  -1.8662
Si  -1.6733  -2.6774  -2.8167
Si  -3.4265  3.8998  4.666
Si  -1.3039  0.0818  -4.2786
Si  -1.203  -1.7668  -0.2512
Si  3.7949  5.5708  3.2597
Si  2.9596  2.5885  5.3954
Si  3.5186  -1.8714  -0.0365
Si  -1.4529  4.8755  0.8907
Si  1.4257  3.4432  2.7227
Si  -2.3555  0.1963  4.411
Si  -3.2203  5.112  0.6614
Si  1.5398  0.528  -0.5722
Si  -0.7826  2.5506  0.9573
Si  1.3027  3.6975  0.59
Si  0.9264  0.4288  1.3953
Si  -1.0521  2.5146  2.7149
Si  -2.8479  -3.3785  -2.1883
Si  1.4247  -0.3471  1.4756
O  0.7421  0.5063  -0.159
O  -0.4203  0.9346  -1.6599
O  4.5693  -3.2683  1.6754
O  0.0723  1.3497  1.2593
O  0.095  0.4239  0.2202
O  -0.5517  -0.047  0.0842
O  -3.3851  -0.8587  -2.5814
O  -0.0507  -0.5061  -2.6838
O  0.5039  -0.7092  -0.5675
O  0.456  0.9701  0.7888
O  -1.0001  -0.1715  0.7939
O  -0.3909  -1.0606  -0.2014
O  2.8058  -2.8418  3.4632
O  -0.0577  -1.9425  -4.9074
O  0.3838  -1.2451  -0.51
O  1.656  -0.9072  1.6733
O  -0.1383  -2.851  -0.2701
O  0.2301  -1.4085  -0.561
O  0.567  1.3711  0.0026
O  2.6958  -0.5642  -0.2178
O  -0.6307  0.5248  0.3978
O  0.0901  0.7289  -0.5808
O  0.4047  0.1935  0.3838
O  0.0363  2.3036  -1.307
O  -0.9064  -1.5357  -0.1834
O  0.1628  0.759  0.1299
O  0.0972  -2.0269  -2.2577
O  -2.4402  2.7897  -0.2495
O  0.085  -1.0747  -0.456
O  0.1469  -0.4512  0.5078
O  1.5756  -0.1644  1.8382
O  -1.5377  -0.095  -1.0182
O  0.1036  0.4834  -0.2835
O  -0.9651  -3.3257  -2.7483
O  3.8802  0.3816  0.141
O  -3.2195  -1.8318  1.1671
O  1.5495  0.4757  1.439
O  0.3379  -0.2475  -0.3162
O  -0.9313  1.1802  0.4232
O  -1.0459  0.7623  -1.4786
O  0.1025  -0.8872  -1.9141
O  0.1045  0.6371  0.4312
O  1.0292  0.9758  1.0083
O  -1.0635  -0.7779  2.0467
O  0.2123  -4.6211  -0.8062
O  0.525  -0.0946  -0.5155
O  0.445  1.1737  -2.0372
O  -6.7117  -0.856  -1.0547
O  -1.1284  -0.1035  -0.0601
O  -0.5398  0.1784  0.2203
O  -2.1018  -0.7026  -1.4649
O  1.9501  1.0207  -1.8015
O  -0.0201  1.0355  -0.1538
O  0.0486  -0.941  -0.2382
O  -0.3917  0.3895  1.6419
O  2.9258  -2.4239  -3.0751
O  0.4094  5.2699  -5.5449
O  0.0672  1.2367  -1.703
O  -3.7097  -4.2022  0.3472
O  -0.4257  -0.8788  1.5072
O  -0.3777  0.5167  -0.2763
O  -3.1337  0.467  3.7813
O  -0.2561  5.7135  0.4874
O  6.1042  5.2227  0.1447
O  -0.5739  1.2285  1.0825
O  -0.0022  0.1728  -2.7005
O  -2.2701  -2.364  -2.2583
O  -0.0887  0.7483  0.394
O  2.9897  1.7027  -0.0941
O  1.3554  2.5945  1.9421
O  0.1816  -1.9869  0.0053
O  1.0657  -0.7744  -1.8819
O  1.394  0.5761  -0.7651
O  0.3584  -3.9418  -1.2356
O  -0.8994  0.4139  0.5313
O  -0.0723  -3.8149  -0.4242
O  -1.0233  -0.6791  0.8517
O  -0.4249  0.868  0.0976
O  0.0155  -1.0851  0.8448
O  1.1239  1.0604  -1.4097
O  -0.2017  0.306  -0.434
O  1.4699  -0.4771  3.2269

The program warned: the cutoff lies below the one the program advises for these potential files.
